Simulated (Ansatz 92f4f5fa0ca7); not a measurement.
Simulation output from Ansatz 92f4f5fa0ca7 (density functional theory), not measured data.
Periodic cell of 226 atoms, Si133O92P1, from a study of silicon, its oxide and their interface. The atomic structure is a simulated model.
Doubt: the cutoff is far below the 930 eV that the study's wrapper takes by default for these files, so forces and energies are approximate.

Settings
functional: PBE
potential files: Ansatz PAW
basis: plane waves
wave-function cutoff: 580 eV
density cutoff ratio: 5
exchange-correlation grid ratio: 1
k mesh: 1 x 1 x 1, Gamma-centred
self-consistency stop: 5e-08 eV per atom in the density residual
occupations: fixed
spin: none
net charge: +1 e, with a uniform compensating background and no finite-size correction

Cell vectors (angstrom)
a 10.938 0 0
b 0 10.938 0
c 0 0 31.9494

Atoms and the computed forces on them: element, x, y, z (angstrom), force x, y, z (eV/angstrom)
Si 10.6176 -0.0156 24.3955 -0.0453 0.0117 0.1147
Si 5.0722 0.1167 24.6404 -0.0498 0.026 -0.0198
Si 2.8259 2.2552 24.5442 -0.0222 0.1832 0.2242
Si 8.5653 2.4152 24.5332 -0.0319 -0.0126 0.1339
Si 10.6929 5.5684 24.3269 0.0618 0.0466 0.8624
Si 5.1723 5.6209 24.4276 -0.0549 -0.0086 0.0983
Si 3.006 7.9534 24.3855 -0.01 -0.0261 0.1157
Si 8.421 7.8121 24.3796 0.0908 -0.0977 -0.0058
Si 1.2741 1.1025 25.8381 0.056 0.0539 -0.0947
Si 6.8071 1.3184 25.7159 0.0296 0.0156 -0.0509
Si 3.9942 4.016 25.7084 -0.0655 -0.0799 -0.0608
Si 9.6835 3.9742 25.85 0.0397 0.1882 -0.1297
Si 1.3628 6.7853 25.6466 -0.2049 -0.0618 -0.0611
Si 6.8168 6.7169 25.7346 -0.0159 -0.0111 -0.032
Si 4.0061 9.4638 25.945 -0.003 -0.0071 -0.0645
Si 9.4794 9.4206 25.772 -0.0241 0.0095 0.0046
Si 2.6438 -0.1412 27.2793 0.0037 -0.024 0.0199
Si 8.1334 -0.0816 27.12 0.0493 0.018 -0.0031
Si 0.093 2.6402 27.2173 -0.0774 -0.0311 -0.0332
Si 5.4516 2.7074 27.0911 -0.0235 0.0118 0.0231
Si 2.6661 5.3987 27.1015 0.0422 0.0698 -0.0272
Si 8.2022 5.3679 27.1173 -0.0169 -0.0952 0.0323
Si 0.002 8.1346 27.1081 0.1313 0.0224 0.0057
Si 5.5212 8.1377 27.1624 -0.0049 -0.0027 0.0385
Si 4.0875 1.3188 28.4889 0.0279 0.0286 -0.0321
Si 9.5402 1.3016 28.4938 0.0095 -0.0306 -0.0236
Si 1.3904 4.0591 28.5618 0.0628 -0.0096 0.0497
Si 6.8106 4.0521 28.5038 0.0073 0.0227 0.004
Si 4.0892 6.7751 28.4746 -0.0119 -0.0663 -0.0281
Si 9.5641 6.7698 28.4758 -0.0088 0.0047 -0.0209
Si 1.2962 9.4682 28.606 -0.0931 -0.0364 0.0572
Si 6.8265 9.5302 28.5498 -0.0019 -0.013 0.0248
Si -0.045 -0.0335 29.9201 0.0434 -0.0323 -0.0127
Si 5.454 -0.0204 29.8873 -0.0036 -0.0198 0.0041
Si 2.7766 2.7044 29.8943 -0.0182 0.0291 0.0123
Si 8.1867 2.6911 29.8625 -0.0269 0.0345 -0.0039
Si -0.013 5.432 29.8847 -0.0233 0.0022 0.0178
Si 5.4617 5.4423 29.8744 -0.0018 -0.0266 0.0043
Si 2.7406 8.1328 29.8982 -0.0319 0.0445 -0.0133
Si 8.2262 8.1666 29.8698 -0.0054 0.0073 0.0109
Si 1.3696 1.3631 31.2433 -0.0207 0.0026 -0.0013
Si 6.823 1.3591 31.253 0.0212 0.0023 0.0042
Si 4.1204 4.0787 31.2694 0.002 0.0119 -0.0091
Si 9.5455 4.0756 31.2434 0.0068 -0.0135 -0.0029
Si 1.3567 6.8035 31.2662 0.0251 -0.0075 0.0017
Si 6.832 6.836 31.2363 -0.0064 -0.0006 -0.0068
Si 4.0877 9.5537 31.2529 0.0038 -0.016 -0.0014
Si 9.5505 9.5349 31.2841 0.0072 0.0109 -0.0062
Si 2.7407 0.0103 0.6723 -0.0161 0.0012 -0.0055
Si 8.2001 0.0088 0.6677 -0.0061 -0.0092 0.0055
Si 0.0091 2.7448 0.6693 0.0135 0.0052 0.004
Si 5.4893 2.7412 0.7023 -0.0149 0.0078 -0.0112
Si 2.7428 5.4568 0.6718 -0.0096 -0.0105 0.0103
Si 8.2073 5.4859 0.6601 0.0036 0.0106 -0.0044
Si 0.019 8.2055 0.7016 -0.0162 0.0017 -0.0082
Si 5.4826 8.22 0.6777 -0.0052 0.0027 -0.0016
Si 4.103 1.3816 2.0603 0.0079 -0.0006 -0.0021
Si 9.6016 1.3571 2.0286 -0.0285 0.0186 0.0084
Si 1.3559 4.1393 2.0523 0.0184 -0.0106 -0.0026
Si 6.8429 4.1542 2.0427 0.032 -0.0267 0.0169
Si 4.0969 6.8521 2.0279 0.001 -0.0095 0.0063
Si 9.5793 6.8414 2.0596 -0.0086 -0.0087 -0.0011
Si 1.3722 9.6157 2.0568 0.0339 -0.006 0.0145
Si 6.8328 9.6246 2.0471 0.0392 -0.0137 -0.005
Si 0.027 0.0395 3.4664 0.0058 0.0154 0.0232
Si 5.4826 0.0422 3.4504 -0.0048 -0.0043 0.0306
Si 2.7189 2.7691 3.399 -0.0409 0.0159 -0.0099
Si 8.2578 2.7831 3.3386 0.0374 0.0225 -0.065
Si 0.0253 5.5163 3.4687 0.0293 0.0146 0.0374
Si 5.4742 5.5292 3.4205 -0.0219 0.0318 0.0062
Si 2.7438 8.2415 3.3913 -0.0151 0.0056 -0.022
Si 8.2415 8.2832 3.3816 0.0115 0.0734 -0.0247
Si 1.3759 1.4597 4.8426 -0.015 -0.004 -0.0206
Si 6.9116 1.4831 4.721 -0.0324 -0.0288 0.0147
Si 4.06 4.157 4.7497 0.0138 0.0125 0.0082
Si 9.6002 4.0829 4.7797 -0.006 0.0103 -0.005
Si 1.369 6.9794 4.8345 -0.038 -0.0083 -0.0227
Si 6.8381 6.9952 4.7254 -0.015 -0.0399 0.0159
Si 4.0941 9.5749 4.7882 0.0099 0.0304 -0.0006
Si 9.6194 9.5837 4.8363 -0.0072 -0.0189 -0.0234
Si 2.7565 0.041 6.1333 0.0181 -0.0056 0.0279
Si 8.2946 0.1291 6.0857 -0.0002 -0.0043 0.0187
Si 0.0184 2.806 6.3027 0.0107 0.0111 0.0169
Si 5.5157 2.8448 6.0626 -0.0082 -0.0003 0.0222
Si 2.7546 5.5997 6.1281 0.0081 -0.0091 0.0224
Si 8.2555 5.6061 5.9531 -0.0119 -0.0094 0.0221
Si 0.0494 8.3141 6.3631 0.0126 0.0118 0.0206
Si 5.5021 8.309 6.2189 0.0023 0.006 0.024
Si 4.4242 1.1896 7.3233 -0.0042 0.0007 -0.0329
Si 9.81 1.1605 7.6191 0.014 -0.005 0.0009
Si 1.1784 4.5164 7.5002 -0.0096 -0.0093 -0.0324
Si 6.6396 4.5521 7.2443 0.0084 0.012 -0.0266
Si 4.3231 6.7135 7.5355 0.0008 -0.0054 -0.0247
Si 9.7312 6.6251 7.499 -0.0002 -0.0014 -0.0137
Si 1.2773 9.9523 7.7017 -0.0108 -0.0118 -0.0509
Si 6.7212 9.9762 7.41 -0.0121 0.0053 -0.0277
O 9.5877 1.228 23.936 0.0408 0.0114 -0.0341
O 4.1131 6.799 23.9161 0.0327 0.001 -0.0313
O 3.9881 1.2229 23.9733 -0.0034 -0.0279 -0.0177
O 9.5467 6.6624 23.8407 -0.1682 0.1544 -0.0915
O -0.0231 5.5594 8.0142 0.0008 -0.0123 -0.0167
O 5.5699 0.1347 7.9093 0.0087 -0.0081 -0.0146
O 0.0689 0.0993 8.1469 -0.007 0.0045 -0.0167
O 5.5308 5.6197 7.8772 0.0015 -0.0049 -0.0148
O 7.5958 3.9754 8.4367 0.0207 -0.0292 0.0181
O 8.7364 7.065 8.7626 -0.0214 0.0253 0.013
O 2.175 9.4649 9.037 0.031 -0.0205 0.0305
O 8.8947 1.6921 8.9195 -0.0208 0.0214 0.0048
O 7.6188 9.488 8.7086 0.0144 -0.0196 0.0123
O 3.6079 1.8328 8.5913 -0.013 0.0211 0.0143
O 3.5828 7.231 8.9399 -0.0114 0.019 0.0124
O 2.0677 4.0251 8.8092 0.0319 -0.0165 0.0209
O 8.1676 3.4942 23.3357 -0.0151 0.0064 -0.0157
O 0.5132 4.8668 22.9141 0.2706 -0.4709 -0.7266
O 1.7891 2.7058 23.2094 -0.018 -0.017 -0.1463
O 5.8408 4.9161 23.0945 0.0442 -0.0323 -0.0519
O 5.5287 9.9839 23.4825 0.0403 -0.0294 -0.0121
O 2.4616 8.6823 22.9999 -0.0455 0.0337 -0.0638
O 0.1994 10.0619 23.0657 0.037 -0.0225 -0.0672
O 7.7904 8.5461 23.0328 -0.0551 0.0537 -0.0262
Si 8.6534 7.7049 18.4258 -0.0001 0.0066 -0.0278
Si 8.7823 6.361 13.6433 -0.0033 0.0066 -0.0198
Si 3.7905 1.5507 14.7284 -0.0041 -0.0021 -0.0162
Si 2.1446 5.7661 17.6435 -0.01 -0.0348 -0.0252
Si 2.4313 3.1409 19.5163 -0.0013 -0.0053 -0.019
Si 9.8138 9.036 12.0968 -0.0012 0.0016 -0.0119
Si 1.3444 9.4137 22.0688 0.0245 -0.0049 0.0404
Si 9.1713 0.982 13.2136 0.0016 -0.0018 -0.0241
Si 1.4269 5.0636 13.0382 -0.0005 0.0028 -0.0115
Si 1.7977 8.2598 12.8182 0.0037 -0.002 -0.0263
Si 6.6568 9.5463 22.4098 0.008 -0.0216 0.0352
Si 4.5266 4.6077 15.7036 0.0018 0.0072 -0.0308
Si 8.2105 3.0322 9.5851 0.0037 -0.0123 -0.0047
Si 0.8334 8.2591 19.2483 0.0049 0.0098 -0.0009
Si 6.9695 1.3558 21.118 -0.0037 -0.0148 -0.0032
Si 8.228 8.3281 9.6774 0.0083 -0.0121 -0.0078
Si 10.8806 5.1947 15.615 0.0001 0.0062 -0.0347
Si 7.5576 9.5133 16.3162 0.0002 0.001 -0.0357
Si 9.9362 2.065 20.294 0.0188 -0.0056 -0.0086
Si 3.2141 8.5176 9.9132 -0.0168 0.0033 -0.0204
Si 6.677 3.3629 17.4205 -0.0016 -0.0071 -0.0254
Si 1.1779 0.2085 19.8191 0.0055 0.006 -0.0176
Si 3.2341 2.8248 12.2946 -0.0014 -0.0013 -0.0166
Si 7.2218 5.4066 19.6833 -0.003 -0.0061 -0.0103
Si 5.7475 8.6797 11.5445 -0.0024 -0.0028 -0.0089
Si 5.7845 6.0865 13.2054 0.0043 0.0034 -0.024
Si 4.6312 9.7202 17.628 -0.0043 -0.0083 -0.0241
P 1.0186 3.5698 22.193 0.0313 0.2027 0.1832
Si 4.9082 1.4857 18.8335 -0.0122 0.0096 -0.0229
Si 3.1968 3.0943 9.5148 -0.0131 -0.0032 -0.0125
Si 6.4467 10.8333 13.7878 0.0023 -0.0021 -0.0297
Si 10.3434 0.1236 15.985 0.0058 0.0082 -0.031
Si 5.6628 3.6643 11.1596 0.0087 -0.0077 -0.0051
Si 9.8408 3.9076 11.9102 -0.0094 -0.002 -0.0091
Si 2.3404 9.942 15.541 -0.0003 0 -0.0358
Si 6.0764 8.129 19.7875 -0.0027 0.0041 -0.0086
Si 6.9506 3.9798 22.3649 -0.0037 0.0132 0.0287
Si 9.7432 2.7707 17.3786 0.0009 0.007 -0.0459
O 7.1925 6.3825 13.9883 0.0031 -0.0002 0.0078
O 1.893 7.0855 18.6781 -0.0052 -0.0067 0.0051
O 10.2757 4.0145 16.5252 0.0012 -0.008 0.0264
O 6.1626 9.991 17.0657 0.0022 -0.0046 0.0149
O 10.1379 0.7517 14.5032 0.0027 -0.0027 0.0215
O 8.4469 6.121 18.8472 0.001 0.0032 0.0109
O 5.1653 0.6943 14.437 -0.0008 0.0033 0.0094
O 5.6614 2.0968 17.5378 0.0036 0.0052 0.0209
O 8.3836 1.9839 20.6414 0.016 0.0087 0.012
O 2.0186 4.344 18.5106 0.0032 0.0464 -0.0184
O 6.9695 2.8145 10.6484 -0.0134 0.0056 -0.0004
O 4.87 2.7127 12.2235 -0.0071 -0.0026 0.0066
O 6.0311 4.4069 16.3503 0.0059 -0.0063 0.0146
O 4.5637 3.9278 9.9449 0.0108 0.0044 0.0017
O 10.7363 2.8247 21.5925 -0.0639 -0.049 -0.0288
O 9.7165 6.1548 14.9871 0.0115 -0.0074 0.0167
O 6.0105 6.4933 19.8481 -0.0006 0.0021 0.0143
O 4.081 0.1749 18.3316 0.0093 0.0027 0.0202
O 9.2635 10.5569 12.3156 -0.0009 0.0093 0.004
O 2.8569 4.3658 12.7177 -0.0037 0.0047 -0.0004
O 1.9374 10.7052 21.2124 -0.0055 0.0007 -0.0134
O 3.9958 2.7039 19.4933 0.0117 -0.0205 0.0005
O 0.7269 10.0555 15.9685 -0.003 0.0025 0.0103
O 1.2568 9.8281 18.8326 0.0001 0.0059 0.0142
O 1.6881 1.697 19.3186 -0.0119 -0.0052 0.0185
O 8.9349 10.3922 16.5086 -0.001 -0.0039 0.0128
O 4.8743 8.576 18.7757 -0.003 0.0075 0.0056
O 9.5665 8.7695 10.505 0.0099 0.0059 0.0099
O 6.7325 4.0955 18.8721 -0.0008 -0.0097 0.003
O 2.8354 1.7299 13.4067 0.0014 -0.0045 0.012
O 5.8193 8.7942 21.2425 -0.007 -0.0111 -0.0169
O 2.5394 2.4616 10.8733 -0.0007 -0.0023 0.0168
O 7.64 4.8542 21.1654 0.0017 0.0112 -0.0227
O 5.2124 7.4936 12.5639 0.001 -0.0088 0.0079
O 0.4327 9.0704 12.5136 0.0036 -0.0004 -0.0002
O 7.578 1.0726 13.5911 -0.0049 -0.002 0.0061
O 7.096 9.6461 14.7503 0.0034 -0.0025 0.0191
O 8.9754 5.0333 12.7114 -0.0021 0.0108 0.0084
O 8.0746 8.0444 16.9071 -0.0004 0.0009 0.0123
O 6.2151 2.5785 21.9088 0.0074 -0.0118 0.0014
O 2.4607 9.0812 14.1147 0.002 0.0093 0.0209
O 0.4231 4.5014 11.8822 0.0069 0.0037 -0.0039
O 0.8149 8.3259 20.9207 -0.0045 -0.0093 -0.0169
O 9.3895 3.8411 10.3548 0.013 0.0088 0.0068
O 9.6571 2.3949 12.5399 0.0002 -0.0123 0.0081
O 7.624 8.5667 19.39 0.0105 -0.0048 0.0136
O 2.5505 8.1707 11.369 -0.0146 -0.0009 0.0258
O 3.9781 3.0691 15.3779 0.0025 0.0078 0.0145
O 0.8467 4.4964 14.4575 -0.007 0.0011 0.0219
O 10.066 3.0169 18.9821 -0.0055 0.0025 0.0167
O 9.1477 7.8077 12.9662 -0.0022 -0.0092 0.007
O 10.5331 0.5587 20.1433 0.0004 -0.0012 0.0109
O 6.026 5.0483 11.9486 0.0002 0.0133 0.0074
O 8.1366 2.7278 17.0688 -0.004 0.0078 0.0187
O 3.5262 5.4644 16.7493 -0.0087 0.0038 0.0175
O 4.6622 9.1399 10.3913 0.0153 0.0016 0.0018
O 1.54 6.6838 13.2034 -0.0014 -0.004 -0.001
O 4.7533 5.5144 14.3566 -0.0063 -0.0113 0.0232
O 2.0022 3.856 21.0158 0.0261 0.0105 -0.0117
O 10.5381 1.3944 17.0076 -0.0073 -0.0032 0.0059
O 0.9251 6.0407 16.6005 0.0176 -0.0061 0.0379
O 7.3559 10.9478 21.9396 -0.0032 0.0201 -0.0073
O 5.9975 0.9314 19.9022 -0.0154 0.0066 -0.0011
O 6.0691 10.0412 12.4049 0.0069 0.0167 0.0155
O 2.8431 0.5654 15.6118 -0.0009 -0.0063 0.0062
O 7.0526 8.0217 10.7818 -0.0145 0.0023 -0.002
O 10.2426 8.0243 18.6737 -0.0059 -0.0006 0.0168
O 3.4382 9.2235 16.5892 0.0031 0.0027 0.0145

Results
free energy: -137630.468 eV
free energy less fixed offsets of O -568.88, P -755.39, Si -635.61 eV per atom: -1.988 eV

The program warned: the cutoff lies below the one the program advises for these potential files; the exchange-correlation potential is rough where the density is thin.
